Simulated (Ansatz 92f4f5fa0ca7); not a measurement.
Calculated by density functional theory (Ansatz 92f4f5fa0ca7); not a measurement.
Periodic cell of 223 atoms, Si132O90B1, from a study of silicon, its oxide and their interface. The atomic structure is a simulated model.
Doubt: the cutoff is far below the 930 eV that the study's wrapper takes by default for these files, so forces and energies are approximate.
This geometry differs little from another in the collection (a relaxation step or a small displacement).

Settings
functional: PBE
potential files: Ansatz PAW
basis: plane waves
wave-function cutoff: 580 eV
density cutoff ratio: 5
exchange-correlation grid ratio: 1
k mesh: 1 x 1 x 1, Gamma-centred
self-consistency stop: 5e-08 eV per atom in the density residual
occupations: fixed
spin: none
net charge: -1 e, with a uniform compensating background and no finite-size correction

Cell vectors (angstrom)
a  10.938  0  0
b  0  10.938  0
c  0  0  32.1988

Atoms: element, x, y, z (angstrom)
Si  10.5737  0.22  24.9235
Si  5.7389  10.6736  24.7649
Si  2.4721  2.9209  24.6667
Si  8.4251  2.4882  24.8951
Si  0.2742  5.163  24.8063
Si  5.1646  5.7586  24.756
Si  2.9083  8.0053  24.6715
Si  7.9308  8.4374  24.7846
Si  1.3262  1.3861  26.055
Si  6.8382  1.3077  26.1411
Si  4.0375  4.105  26.0101
Si  9.5949  4.1022  26.1516
Si  1.3424  6.8375  26.0703
Si  6.8101  6.8397  26.0925
Si  4.1025  9.5383  26.024
Si  9.4723  9.5351  26.1997
Si  2.703  -0.025  27.3588
Si  8.1526  -0.0254  27.5694
Si  0.0133  2.7231  27.5022
Si  5.4536  2.7627  27.3785
Si  2.7162  5.4632  27.4445
Si  8.3357  5.6196  27.5299
Si  -0.1671  8.0365  27.5416
Si  5.447  8.2029  27.4645
Si  4.0757  1.366  28.7477
Si  9.5754  1.353  28.8396
Si  1.3146  4.1542  28.8295
Si  6.8733  4.1494  28.7327
Si  4.0957  6.8179  28.8047
B  9.5428  6.8274  28.7331
Si  1.3109  9.5152  28.7265
Si  6.8373  9.4969  28.8728
Si  0.0181  -0.0335  30.1572
Si  5.445  -0.0084  30.1516
Si  2.7139  2.7462  30.1451
Si  8.1892  2.7541  30.1361
Si  -0.1782  5.6222  29.9729
Si  5.487  5.4547  30.1489
Si  2.7107  8.2089  30.1243
Si  8.3554  8.0228  29.9939
Si  1.3729  1.3564  31.5162
Si  6.8258  1.3745  31.4837
Si  4.1092  4.0895  31.5038
Si  9.5754  4.1529  31.4496
Si  1.298  6.8292  31.418
Si  6.8971  6.8299  31.47
Si  4.0763  9.5663  31.5078
Si  9.5618  9.4987  31.4519
Si  2.7375  -0.005  0.7004
Si  8.2017  -0.0229  0.6075
Si  -0.0115  2.758  0.6377
Si  5.4803  2.7264  0.6791
Si  2.7025  5.4942  0.5977
Si  8.2122  5.4487  0.6823
Si  0.0121  8.1883  0.6577
Si  5.4938  8.2017  0.635
Si  4.1303  1.3604  2.0518
Si  9.5587  1.349  1.9898
Si  1.3731  4.1325  1.9908
Si  6.8519  4.079  2.0524
Si  4.0995  6.829  1.9886
Si  9.5863  6.8311  2.0324
Si  1.3755  9.5383  2.0408
Si  6.8331  9.5956  2.0126
Si  -0.0114  -0.0226  3.3578
Si  5.4962  0.0032  3.4498
Si  2.7652  2.7866  3.3424
Si  8.1992  2.682  3.4194
Si  0.0243  5.4725  3.4087
Si  5.4673  5.4673  3.3716
Si  2.7772  8.1997  3.4144
Si  8.2062  8.2247  3.3535
Si  1.3852  1.3943  4.6028
Si  6.8519  1.3415  4.8886
Si  4.1536  4.0888  4.7767
Si  9.577  4.0757  4.7356
Si  1.4206  6.8295  4.792
Si  6.8165  6.8881  4.6938
Si  4.1397  9.5698  4.8261
Si  9.5533  9.5536  4.7601
Si  2.7437  0.1086  6.0296
Si  8.2097  -0.0667  6.253
Si  0.0287  2.6745  6.0284
Si  5.4807  2.7255  6.2653
Si  2.816  5.4772  6.1624
Si  8.1647  5.4789  6.0064
Si  0.0151  8.1887  6.1242
Si  5.5335  8.2161  6.2169
Si  3.8439  1.566  7.5652
Si  9.8419  1.1404  7.4299
Si  1.6369  3.7959  7.2896
Si  6.6499  4.418  7.4548
Si  4.4068  6.6297  7.5239
Si  9.3675  6.9425  7.3657
Si  1.1405  9.9192  7.2687
Si  7.1714  9.2156  7.6462
O  8.327  8.0801  7.9203
O  2.728  2.7304  7.925
O  9.513  1.3607  24.3255
O  4.041  6.868  24.1996
O  0.0298  0.0241  7.9424
O  5.5232  5.5043  8.0256
O  6.843  9.5634  24.207
O  1.3626  4.0597  24.1786
O  3.8558  7.3859  8.9196
O  0.8559  4.364  8.6141
O  9.824  6.139  8.7501
O  2.1085  9.3865  8.4881
O  7.5086  3.9223  8.7846
O  4.2693  0.9271  9.0521
O  6.7443  9.5479  9.2147
O  9.2133  1.8538  8.7883
O  7.7188  3.1741  23.5668
O  10.4974  5.8372  23.4794
O  5.0892  0.4299  23.417
O  5.8585  5.1125  23.3957
O  3.1012  2.2083  23.2923
O  2.2774  8.7169  23.2811
O  8.6098  7.7473  23.4323
O  0.2093  10.3563  23.6129
Si  4.3966  1.5806  22.5068
Si  3.4901  7.933  14.0297
Si  7.123  0.9635  14.6696
Si  0.9306  9.3556  22.5777
Si  1.1723  4.3112  11.8691
Si  6.2626  8.9689  15.3242
Si  0.6747  1.3664  12.2941
Si  8.6236  4.9599  20.5506
Si  0.3304  5.7026  9.3406
Si  5.0947  3.1193  17.9426
Si  0.8781  3.7412  16.7492
Si  10.3961  2.8418  19.2482
Si  5.2779  1.1818  10.3266
Si  0.8853  0.1694  19.8887
Si  6.6471  9.4597  10.8457
Si  9.3426  9.6835  18.3383
Si  9.3891  9.2481  12.5709
Si  6.5763  3.8621  22.6432
Si  2.439  8.0721  9.3621
Si  10.5926  7.3701  17.0878
Si  2.5129  6.2953  16.5815
Si  10.1747  4.4907  14.1842
Si  6.1349  9.191  18.5235
Si  7.9719  2.5713  9.5577
Si  8.8755  2.1462  12.4406
Si  5.3438  6.2457  18.0714
Si  3.9228  0.5654  19.496
Si  4.2735  3.8358  12.0402
Si  5.5453  6.6035  12.1329
Si  8.0139  2.5019  17.2325
Si  4.3588  2.4801  14.9629
Si  1.5409  1.2103  15.2545
Si  1.5718  9.4121  12.0341
Si  8.0494  6.8518  13.8692
Si  10.3797  9.8367  15.4924
Si  9.8034  7.0111  22.6054
Si  8.1186  5.4842  17.4412
O  6.0479  7.9574  11.285
O  6.0156  9.2071  16.903
O  7.6825  1.3651  13.1979
O  0.8921  1.7443  13.8655
O  9.4405  6.2465  16.9006
O  6.7655  6.2012  13.1297
O  5.131  4.6589  18.6065
O  9.2219  2.1471  18.2923
O  2.3663  0.0992  19.114
O  9.4172  10.2371  16.7749
O  2.7831  4.4326  11.7055
O  5.0654  10.3269  19.1165
O  9.4209  3.2477  13.481
O  0.4489  1.7611  19.9799
O  3.1554  1.3565  15.0554
O  8.1636  5.3857  19.0531
O  3.8994  6.5964  17.3876
O  4.5678  3.2816  16.3846
O  9.061  5.6678  14.3208
O  5.4613  2.7699  22.18
O  10.6734  4.1385  15.6792
O  0.3339  3.8536  18.2833
O  10.4266  10.513  19.237
O  9.6422  10.0255  14.0331
O  10.894  8.1265  22.1282
O  1.1993  2.1613  16.526
O  9.7284  3.7531  20.4255
O  8.1423  4.0339  16.7084
O  -0.043  9.1051  11.9068
O  6.5777  2.4114  18.0043
O  5.5812  10.7155  11.1785
O  7.749  9.5953  18.8466
O  10.0259  1.0222  12.0594
O  1.3028  6.9639  9.069
O  0.6185  4.7703  13.3423
O  5.7015  7.6263  18.9864
O  5.2316  5.0876  11.5181
O  2.7147  6.9886  15.1188
O  0.9064  2.7425  11.4646
O  0.8628  10.6826  15.5479
O  2.405  8.5909  10.9029
O  4.6953  2.4325  11.2593
O  4.2497  3.5043  13.6729
O  2.1907  4.6882  16.4934
O  10.6984  8.2479  15.7039
O  6.9295  10.2956  14.679
O  2.343  8.9524  13.4193
O  8.0373  1.5301  15.9121
O  4.133  6.9988  12.8595
O  4.1711  2.01  18.7241
O  7.2934  4.422  21.2981
O  8.4086  2.9213  11.0915
O  1.1872  6.877  17.366
O  5.6576  1.5799  14.7624
O  8.1299  9.7524  11.5891
O  9.2133  6.2881  21.2677
O  8.9628  7.7158  12.8627
O  1.6498  0.1203  11.8752
O  6.6571  6.1511  17.0778
O  7.388  7.8019  15.0394
O  1.207  10.2881  21.26
O  10.0312  8.203  18.3622
O  3.9683  0.8731  21.097
O  0.3251  5.3286  10.9172
O  6.6999  1.5702  9.6318
O  4.7741  8.7142  14.6857

Results
free energy: -135250.550 eV
free energy less fixed offsets of B -154.04, O -568.88, Si -635.61 eV per atom: 3.210 eV

Forces (eV/angstrom), in the order of the atoms: element, x, y, z
Si  0.0044  -0.0269  -0.1798
Si  -0.0314  0.0158  -0.0979
Si  0.0144  -0.0127  -0.1219
Si  0.0012  0.0042  -0.1817
Si  -0.0107  -0.0029  -0.1797
Si  0.0159  -0.0012  -0.1275
Si  0.0036  -0.0065  -0.1271
Si  -0.0043  0.0082  -0.1931
Si  0.0328  -0.0377  0.0309
Si  -0.0306  0.025  0.0229
Si  0.0364  -0.0148  0.0269
Si  -0.0251  0.0395  0.0717
Si  -0.0009  0.0303  0.0586
Si  0.0133  -0.0415  0.0704
Si  -0.0251  0.017  0.0294
Si  0.0419  -0.0272  0.0786
Si  -0.0017  -0.0097  0.04
Si  0.0116  -0.0217  -0.0638
Si  -0.0125  0.0263  -0.0515
Si  0.0012  0.0123  0.0342
Si  -0.0352  0.0083  -0.0283
Si  -0.0135  -0.0016  -0.0635
Si  -0.052  -0.0277  -0.0262
Si  0.026  0.0049  -0.0408
Si  -0.0115  -0.003  -0.0166
Si  0.0088  0.0013  0.108
Si  0.0114  0.0252  0.0842
Si  -0.0281  -0.0247  -0.0066
Si  -0.0035  -0.0041  0.0653
B  0.1123  -0.0248  0.1902
Si  0.0403  0.03  -0.0071
Si  -0.046  -0.0218  0.12
Si  -0.0168  -0.0145  -0.006
Si  0.0178  -0.0223  -0.0366
Si  0.0027  -0.0002  -0.0321
Si  0.0099  0.021  -0.0021
Si  -0.0777  0.0666  -0.0879
Si  0.0193  0.0072  -0.0097
Si  -0.023  -0.009  -0.0047
Si  0.011  -0.0127  -0.0658
Si  -0.0022  0.0049  0.0083
Si  -0.0005  -0.0065  0.002
Si  -0.0064  0.0061  0.0069
Si  0.0013  -0.0016  -0.005
Si  0.0093  -0.0014  -0.005
Si  -0.0077  -0.0029  0.0029
Si  0.0051  0.0038  0.0045
Si  0.0071  0.0011  0.0007
Si  0.0026  -0.0043  -0.0029
Si  -0.0031  -0.0093  -0.0007
Si  -0.003  0.0047  -0.0056
Si  0.0035  0.0037  -0.0019
Si  -0.0042  0.0071  0.002
Si  0.0076  0.002  -0.019
Si  -0.0061  -0.0058  -0.0191
Si  0.0058  -0.0038  0.0003
Si  -0.0216  0  0.0125
Si  0.0069  0.0092  0.0056
Si  0.0086  -0.0144  0.0219
Si  -0.0082  0.0163  0.0011
Si  -0.0035  -0.0029  0.0012
Si  -0.0083  -0.0021  0.0133
Si  -0.0095  0.0265  0.0072
Si  0.014  -0.0171  0.0087
Si  -0.0464  -0.058  -0.0526
Si  0.0221  0.0076  0.0352
Si  0.0421  0.0704  -0.0725
Si  -0.0186  -0.0425  0.0308
Si  0.0214  0.0112  0.0122
Si  -0.0069  -0.0032  -0.0363
Si  0.0304  -0.0074  0.0334
Si  -0.0013  0.0257  -0.065
Si  0.0083  0.0013  0.077
Si  0.0029  0.0063  -0.033
Si  -0.0189  -0.0267  0.0337
Si  0.0066  0.0124  -0.0152
Si  -0.0128  -0.0161  -0.0128
Si  -0.0089  -0.0114  0.0155
Si  -0.0118  -0.0056  -0.0416
Si  0.0221  0.0183  0.0323
Si  -0.0001  -0.0199  -0.0189
Si  -0.0025  0.0087  -0.0484
Si  -0.0141  0.0101  -0.0339
Si  0.0138  0.0076  -0.0384
Si  -0.0071  0.0043  -0.0481
Si  0.0068  -0.0107  -0.0175
Si  0.0057  0.0041  -0.0325
Si  -0.0074  0.0084  -0.031
Si  0.0065  0.0014  0.1125
Si  -0.0187  -0.021  0.0873
Si  0.0197  0.0159  0.0841
Si  0.0081  -0.0371  0.0594
Si  -0.0182  0  0.0968
Si  0.0265  -0.0134  0.0863
Si  0.0122  -0.0191  0.0426
Si  0.0146  0.0078  0.1651
O  -0.0167  -0.0069  -0.042
O  -0.0227  0.0038  0.0022
O  -0.0012  0.0037  0.1203
O  -0.0042  -0.0009  0.035
O  -0.0008  0.0203  -0.0007
O  0.0013  0.0204  -0.0073
O  0.0245  -0.0157  0.0651
O  -0.0091  0.0178  0.0654
O  0.0412  -0.0346  -0.0356
O  0.0211  -0.0269  -0.0455
O  -0.0333  0.0263  -0.0259
O  -0.0188  0.0334  -0.0227
O  -0.0268  0.0434  -0.0261
O  -0.0358  0.009  -0.0842
O  0.0125  -0.0081  -0.1103
O  0.0445  -0.0321  -0.0455
O  0.0495  -0.0394  0.0604
O  0.0394  -0.0379  0.058
O  0.0358  -0.0429  0.0453
O  -0.0283  0.0324  0.0458
O  -0.0478  0.0445  0.0535
O  0.0273  -0.0244  0.0518
O  -0.0438  0.0309  0.0597
O  -0.0436  0.0557  0.0625
Si  0.015  -0.0015  -0.0153
Si  0.0015  0.0002  -0.0072
Si  -0.0047  -0.0062  -0.0021
Si  -0.0056  0.0103  -0.0126
Si  0.0066  -0.0093  -0.0333
Si  0.0088  0.0032  -0.0023
Si  -0.0046  -0.0015  -0.0395
Si  0.0166  -0.0222  0.0318
Si  0.0243  0.0032  -0.0109
Si  0.0069  0.0084  0.0352
Si  0.0035  -0.002  0.0109
Si  0.0009  -0.0056  0.0353
Si  0.0146  0.015  -0.0032
Si  -0.0274  0.0222  0.0216
Si  0.0111  -0.0211  0.0223
Si  -0.007  -0.0077  0.035
Si  0.0098  -0.0056  -0.0315
Si  -0.0027  -0.0008  -0.0051
Si  -0.0259  0.0011  -0.0043
Si  -0.006  0.0025  0.0218
Si  -0.0045  0.0011  0.0241
Si  -0.005  0.0087  -0.0073
Si  0.0103  -0.0093  0.0472
Si  -0.0224  -0.0094  0.0043
Si  0.0097  -0.0098  -0.0132
Si  -0.0008  0.0045  0.0421
Si  0.0053  -0.0088  -0.0012
Si  -0.0031  0.0118  -0.0404
Si  -0.0026  -0.0073  -0.0451
Si  -0.0014  0.0039  0.0229
Si  0.0003  -0.0088  0.006
Si  0.0018  -0.0039  0.0041
Si  -0.0201  0.0085  -0.0274
Si  0.0038  0.0027  -0.0146
Si  -0.0016  -0.0027  0.0096
Si  0.0018  0.0038  -0.0112
Si  -0.0027  0.0056  0.0069
O  0.0053  0.0254  0.0146
O  -0.001  -0.0001  -0.0128
O  0.009  0.0088  0.0012
O  -0.006  0.0023  -0.0046
O  -0.0018  -0.0016  -0.0068
O  -0.0138  -0.0004  0.0142
O  -0.0005  -0.0068  -0.0239
O  0.0062  0.0011  -0.0173
O  0.0046  0.0013  -0.0148
O  0.003  0.0016  -0.0102
O  -0.0042  0.0026  0.0312
O  -0.01  0.0119  -0.0213
O  -0.0058  -0.0087  0.0095
O  0.0058  -0.0013  -0.0286
O  0.0008  0.0026  0.0045
O  0.0016  -0.0017  -0.0015
O  -0.003  -0.0008  -0.0196
O  -0.0026  -0.0035  -0.0104
O  0.001  -0.0019  0.0089
O  0.0004  -0.0004  -0.0135
O  -0.0022  -0.0019  -0.0074
O  -0.0017  -0.0006  -0.0159
O  0.014  0.0034  -0.0189
O  -0.0038  -0.0023  -0.0031
O  -0.0075  -0.0067  -0.0116
O  -0.0007  -0.0018  -0.0052
O  -0.0115  0.0157  -0.0215
O  0.0019  -0.0001  -0.0007
O  0.0123  -0.0001  0.0277
O  -0.0021  -0.0013  -0.0181
O  0.0002  0.0093  0.0147
O  -0.003  0.001  -0.0276
O  -0.0036  0.0041  0.0263
O  -0.0042  -0.0035  0.0279
O  0.0099  -0.0018  0.0049
O  0.0008  0.0034  -0.0347
O  -0.0011  -0.0053  0.0311
O  0.0037  0.0041  -0.0072
O  0.0021  0.0077  0.0265
O  0.0017  0.0025  -0.0005
O  0.0163  -0.0203  -0.0193
O  0.0106  -0.0339  0.0081
O  -0.001  0.011  -0.0054
O  -0.0019  -0.0008  -0.0041
O  0.0002  0.0022  0.0004
O  0.0013  0.0046  0.0079
O  -0.0062  0.0056  0.0067
O  -0.0007  -0.0033  -0.008
O  0.0096  -0.0079  0.014
O  -0.0069  -0.0088  -0.011
O  -0.0275  -0.0191  0.0098
O  -0.0144  0.0032  -0.0187
O  0.0043  -0.0021  -0.0167
O  -0.0029  0.0045  0.0045
O  -0.0303  0.0062  0.0069
O  0.0188  0.0296  0.0103
O  0.0009  0.0077  0.0172
O  0.0056  -0.0039  0.0284
O  0.0021  0.0002  -0.0075
O  0.002  -0.0041  0.0005
O  0.0029  -0.0359  0.0228
O  0.0021  0.0021  -0.0163
O  0.0097  0.0226  0.0311
O  -0.0091  0.019  -0.0186
O  0.0132  0.0064  0.0208
O  -0.0083  -0.0007  0.0034

The program warned: the cutoff lies below the one the program advises for these potential files; the exchange-correlation potential is rough where the density is thin.
